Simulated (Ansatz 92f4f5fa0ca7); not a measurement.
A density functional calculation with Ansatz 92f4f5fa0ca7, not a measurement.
Periodic cell of 212 atoms, Si132O80, from a study of silicon, its oxide and their interface. The atomic structure is a simulated model.
Doubt: the cutoff is far below the 930 eV that the study's wrapper takes by default for these files, so forces and energies are approximate.
This geometry differs little from another in the collection (a relaxation step or a small displacement).

Settings
functional: PBE
potential files: Ansatz PAW
basis: plane waves
wave-function cutoff: 580 eV
density cutoff ratio: 5
exchange-correlation grid ratio: 1
k mesh: 1 x 1 x 1, Gamma-centred
self-consistency stop: 5e-08 eV per atom in the density residual
occupations: fixed
spin: none
net charge: 0

Cell vectors (angstrom)
a 10.938 0 0
b 0 10.938 0
c 0 0 31.7395

Atoms and the computed forces on them: element, x, y, z (angstrom), force x, y, z (eV/angstrom)
Si -0.3788 0.3702 24.3472 -0.0042 0.0013 0.0017
Si 6.1871 -0.544 24.3269 0.0053 -0.0066 0.005
Si 2.1411 3.3337 24.4011 -0.0043 0.0059 0.0038
Si 8.6336 2.1054 24.3178 0.0004 -0.0019 0.0046
Si 0.4909 5.1126 24.2418 0.0044 -0.0028 0.0027
Si 4.7657 6.141 24.3199 -0.016 0.0096 0.0083
Si 3.0459 7.9489 24.4613 0.0092 -0.0078 0.0034
Si 7.7763 8.5536 24.3156 -0.0034 0.0098 0.0019
Si 1.2897 1.4725 25.6181 0.0016 -0.0029 0.0028
Si 6.9366 1.2542 25.7102 -0.0011 0.0021 0.0053
Si 4.0414 4.1938 25.5225 0.0061 -0.0019 0.0054
Si 9.5684 4.0733 25.3884 -0.0036 0.0019 0.0014
Si 1.3776 6.8089 25.6523 -0.0013 0.0011 0.0038
Si 6.7134 6.8588 25.5422 0.0031 -0.0038 0.0046
Si 4.2186 9.6489 25.5497 -0.0048 0.002 0.0033
Si 9.5347 9.5572 25.5699 0.001 -0.0027 0.0022
Si 2.7383 0.0455 26.8922 0.0023 0.0014 -0.0007
Si 8.2587 -0.0724 27.0609 -0.0012 0.0014 -0.0014
Si -0.0727 2.8005 26.9766 -0.0005 0.0009 0.0012
Si 5.4621 2.749 26.8822 -0.0019 0.0003 -0.0017
Si 2.7385 5.4645 27.0217 -0.0005 0.0013 -0.0034
Si 8.1768 5.4521 26.8353 0.0004 0 -0.0011
Si -0.0159 8.2046 26.9295 0 -0.0004 -0.0001
Si 5.4597 8.2351 26.9949 -0.0017 0.0007 -0.0023
Si 4.1018 1.3673 28.3212 -0.0118 0.2098 -0.3903
Si 9.5708 1.3673 28.3212 0.0764 0.1635 0.4795
Si 1.3673 4.1018 28.3212 -0.2265 0.0107 0.3641
Si 6.8362 4.1018 28.3212 0.043 -0.0309 -0.5775
Si 4.1018 6.8362 28.3212 0.0205 0.18 0.3859
Si 9.5708 6.8362 28.3212 -0.2665 -0.1929 -0.5406
Si 1.3673 9.5708 28.3212 0.1447 0.1074 -0.4747
Si 6.8362 9.5708 28.3212 -0.0115 -0.2743 0.7307
Si 0 0 29.6885 0.0835 0.1826 0.0155
Si 5.469 0 29.6885 0.1137 -0.04 -0.0103
Si 2.7345 2.7345 29.6885 -0.0858 -0.0137 0.005
Si 8.2035 2.7345 29.6885 -0.0069 -0.1296 0.012
Si 0 5.469 29.6885 0.0701 -0.0726 0.0104
Si 5.469 5.469 29.6885 0.0193 0.0959 -0.0033
Si 2.7345 8.2035 29.6885 0.0598 -0.0445 0.0231
Si 8.2035 8.2035 29.6885 -0.1815 -0.0376 0.0512
Si 1.3673 1.3673 31.0557 0.0604 -0.0805 0.0248
Si 6.8362 1.3673 31.0557 -0.0564 0.0656 -0.0223
Si 4.1018 4.1018 31.0557 -0.0013 -0.0082 -0.0096
Si 9.5708 4.1018 31.0557 -0.0482 0.0475 -0.0375
Si 1.3673 6.8362 31.0557 -0.0763 0.0539 -0.0177
Si 6.8362 6.8362 31.0557 0.0783 -0.0361 0.0288
Si 4.1018 9.5708 31.0557 -0.0422 0.0734 -0.0273
Si 9.5708 9.5708 31.0557 0.0268 -0.0597 -0.0202
Si 2.7345 0 0.6835 0.0232 -0.0375 0.0194
Si 8.2035 0 0.6835 -0.0298 0.0273 -0.0032
Si 0 2.7345 0.6835 -0.0347 0.0465 -0.0103
Si 5.469 2.7345 0.6835 0.067 -0.067 0.0292
Si 2.7345 5.469 0.6835 -0.0225 0.0367 0.0005
Si 8.2035 5.469 0.6835 0.0377 -0.0865 0.0215
Si 0 8.2035 0.6835 0.0564 -0.0228 0.0342
Si 5.469 8.2035 0.6835 -0.0083 0.0017 -0.0137
Si 4.1018 1.3673 2.0507 -0.0537 0.0319 -0.0303
Si 9.5708 1.3673 2.0507 -0.0049 -0.0629 0.0358
Si 1.3673 4.1018 2.0507 0.0107 -0.0606 0.0138
Si 6.8362 4.1018 2.0507 -0.0469 0.0529 -0.0613
Si 4.1018 6.8362 2.0507 0.0551 -0.0236 0.0305
Si 9.5708 6.8362 2.0507 -0.0696 0.0551 -0.0641
Si 1.3673 9.5708 2.0507 0.0146 0.141 -0.0625
Si 6.8362 9.5708 2.0507 0.0079 -0.0642 0.0177
Si 0 0 3.418 0.4211 -0.0694 -0.578
Si 5.469 0 3.418 -0.2784 -0.1936 0.511
Si 2.7345 2.7345 3.418 0.0785 -0.0124 -0.3226
Si 8.2035 2.7345 3.418 -0.2857 -0.0693 0.3275
Si 0 5.469 3.418 0.1799 0.2465 0.4727
Si 5.469 5.469 3.418 0.0876 -0.1919 -0.5952
Si 2.7345 8.2035 3.418 0.0559 0.2558 0.6636
Si 8.2035 8.2035 3.418 0.0553 -0.2516 -0.5183
Si 1.4085 1.3307 4.7487 0.0013 -0.0039 0.0144
Si 6.7928 1.3549 4.8259 0.0009 0 0.0082
Si 4.1206 4.0985 4.7371 0.0029 -0.0037 0.0077
Si 9.5658 4.1029 4.7921 0.0038 0.0072 -0.0073
Si 1.4021 6.8606 4.873 -0.0047 0.0062 0.0027
Si 6.8427 6.8044 4.7231 0.0188 0.0182 0.0007
Si 4.0961 9.5689 4.9312 -0.0022 0.0076 0.0007
Si 9.6411 9.5128 4.6874 0.0027 -0.0171 0.0128
Si 2.6517 0.0598 6.355 -0.0104 -0.0206 0.0102
Si 8.2619 -0.0972 5.983 0.0064 0.0407 -0.0356
Si 0.0428 2.7184 6.0534 -0.0001 0.0212 -0.0198
Si 5.3394 2.7027 6.1995 -0.0604 -0.0228 -0.0237
Si 2.8768 5.4945 6.175 0.001 0.0117 -0.0164
Si 8.1577 5.4494 6.1325 -0.0519 -0.0047 0.0095
Si -0.0105 8.2518 6.2401 -0.0004 -0.005 -0.003
Si 5.538 8.0699 6.2032 0.0202 0.0187 -0.0171
Si 3.4283 1.9995 7.5625 0.0013 -0.0009 -0.0437
Si 9.9571 0.9477 7.2018 0.0887 -0.1161 -0.1216
Si 1.7419 3.7965 7.2818 0.0188 0.0003 -0.0026
Si 6.4885 4.3328 7.4059 -0.0379 0.0152 -0.1152
Si 4.7374 6.241 7.5406 0.0495 -0.0355 -0.0088
Si 9.2286 7.1032 7.4224 0.0195 0.0028 0.0196
Si 0.7129 10.1648 7.524 -0.0118 0.0378 -0.036
Si 7.4252 9.0454 7.2507 -0.0291 -0.0316 0.0335
O 0.7569 9.9854 9.2082 -0.0096 0.006 0.0418
O 1.1903 4.6213 8.6262 0.0419 -0.0054 -0.0248
O 5.1192 -1.0212 10.5547 0.0065 0.007 0.0237
O 6.8622 9.9738 8.5243 -0.0188 -0.0529 0.191
O 3.5862 1.769 9.2225 0.0529 0.0481 0.1301
O 4.5918 6.7632 9.194 0.0477 -0.0087 0.0169
O 6.7555 5.4797 9.4735 -0.0399 -0.2178 0.5491
O 9.9205 6.2843 8.7327 0.0005 -0.0145 -0.0088
O 2.4467 2.945 22.7995 0.0012 -0.0019 -0.005
O 6.3077 10.8766 22.6975 -0.0009 0.0027 -0.0052
O 7.6907 2.2944 22.9267 -0.0007 0.0011 -0.006
O 0.3694 5.6395 22.6632 -0.0022 0.0012 0.0006
O 2.332 8.6497 23.0983 -0.002 0.0049 -0.004
O 8.1907 8.056 22.7799 0.0006 -0.0007 -0.0028
O 4.9329 5.8805 22.7023 0.0038 -0.002 -0.0043
O 11.319 10.5966 23.0141 0.0017 0.0022 -0.0024
Si 0.3432 3.7691 14.9054 -0.0041 0.0066 0.0098
Si 6.8687 11.3523 14.064 -0.0004 0.0001 0.0039
Si 3.9492 2.3188 10.7186 0.0172 -0.0446 -0.0355
Si 3.4026 1.7352 22.2867 -0.001 0.0016 0.0058
Si 1.8887 10.125 22.5556 -0.0013 -0.0024 0.0089
Si 4.7362 10.5089 12.0313 0.0439 -0.0171 -0.0188
Si 13.3817 11.2342 19.8612 0.0012 0.0014 0.0076
Si 6.371 13.5207 17.0499 0.0005 -0.0015 0.0068
Si 9.7223 3.4855 19.6756 0 0.0023 0.0048
Si 2.7749 17.6074 19.4014 -0.0012 0.0008 0.0037
Si -1.4663 13.385 16.8992 0.0009 -0.0003 0.003
Si 1.6164 8.6983 15.6601 0.0014 -0.0033 0.011
Si 1.1073 6.4314 12.1722 -0.008 0.0073 -0.0033
Si 10.4722 11.6507 19.023 0 0.0001 0.0039
Si 9.5737 6.2183 13.9884 0.0033 -0.0031 0.0171
Si 5.4222 14.2596 14.4124 -0.0078 0.0017 0.011
Si 11.0413 5.9235 21.0728 -0.0023 0.0022 0.0022
Si 6.4073 12.4535 22.2483 0.0021 -0.0014 0.0093
Si -0.9778 2.1911 9.9943 -0.0154 -0.0175 0.0801
Si 5.3951 5.7882 21.1586 0.0006 0.0007 0.0029
Si 5.9007 6.6786 10.1971 0.1145 0.0029 0.0289
Si 6.9649 16.2245 12.57 -0.0046 0.0258 0.027
Si 2.5623 14.7361 12.9467 0.0037 0.0077 0.0028
Si 11.4831 10.8059 10.6174 0.0008 -0.0053 -0.0314
Si 8.7813 11.2318 11.8111 -0.0797 -0.1067 -0.0727
Si 13.1108 9.2105 12.6126 -0.0038 0.0085 -0.0049
Si 6.738 3.2928 20.0362 -0.0009 0.0038 0.003
Si 8.6007 9.3209 18.8533 0.0004 0.0012 0.0058
Si 8.1671 7.479 21.2531 0.0005 -0.0021 0.0058
Si 6.6869 3.9277 10.117 0.252 0.0985 -0.213
Si 6.6347 -1.3479 10.0757 0.1035 -0.0664 -0.0848
Si 6.3331 10.5342 17.0254 -0.0034 -0.0007 0.0097
Si -0.0957 5.1474 9.4724 -0.0232 0.0353 -0.021
Si -0.8975 7.6274 16.6743 -0.0015 0.0036 0.0032
Si 1.4939 5.9237 16.8107 -0.0012 0.0019 0.0038
Si 3.6304 9.3983 17.8228 -0.0009 0.001 0.0035
O 8.3719 11.3678 13.3905 -0.0027 -0.0124 -0.0335
O 7.65 -0.5126 10.9891 0.0364 0.0669 -0.0161
O 10.1461 10.3938 11.4811 -0.0686 0.0343 0.0055
O 2.4472 5.6719 18.1207 -0.0021 0.0004 -0.0005
O 9.6303 6.7732 20.9523 -0.0006 0.0015 -0.0018
O 4.9385 2.1306 22.6827 -0.0004 0.0014 -0.0034
O 9.7375 3.6075 18.0341 -0.0016 0.001 -0.0055
O -4.0041 10.5702 15.4976 0.0022 0.0057 -0.0161
O 3.1253 8.1111 18.6963 -0.0009 0.0012 -0.0013
O 0.4876 12.4309 10.3148 -0.0173 -0.0052 0.0103
O 6.8314 17.4948 21.0075 -0.0017 0.0001 -0.0022
O 6.1741 1.9011 14.0848 0.0021 -0.0007 -0.0036
O 1.4315 6.6556 20.3865 0.0005 0.0007 -0.0013
O 3.5533 10.6713 18.8315 0.0034 -0.0019 -0.0047
O 9.2562 18.0183 15.3418 -0.0041 -0.0001 -0.0034
O 6.8724 -2.9598 10.203 -0.1274 0.0998 0.0078
O 14.0811 12.4677 20.6847 0.0002 0.0003 -0.0001
O 13.7053 14.1444 11.4307 0.0142 -0.0086 0.0223
O -0.9639 3.8002 9.8219 -0.0238 0.0059 0.0095
O 5.9632 -0.4752 13.0746 -0.0203 -0.0056 -0.0376
O 10.8243 17.8105 13.1736 0.019 0.0042 -0.013
O 4.1395 6.2758 20.2174 -0.002 0.0017 -0.0017
O -3.0352 13.4247 16.4415 0.0025 -0.0007 -0.0033
O 2.0666 7.1136 15.8145 -0.0005 -0.0007 -0.0012
O 5.8003 6.182 11.774 0.014 0.0115 -0.0587
O 4.2271 1.093 11.7639 0.009 0.07 -0.0671
O 6.5921 1.7665 20.6382 -0.0008 -0.0007 -0.0011
O 8.2177 17.1328 13.0812 -0.0266 -0.0074 -0.0167
O 1.1573 11.6817 18.9792 -0.0039 0.0027 -0.0054
O 0.0075 17.3541 17.3137 0.0003 -0.0004 -0.0002
O 7.5195 4.1354 11.5209 -0.1538 -0.0244 -0.2352
O 5.4109 14.3703 16.0413 -0.0046 0.0029 -0.0054
O 2.9844 11.2649 23.0546 -0.0008 0.0013 -0.0033
O 10.8259 4.488 20.3107 0.0006 -0.0009 -0.0018
O 9.0068 8.1334 17.8068 -0.0008 -0.0006 -0.0037
O 7.95 8.6849 20.1881 -0.0015 0.0031 -0.0009
O 12.8212 18.7536 11.8288 -0.0019 0.0037 0.0064
O 6.3886 3.357 18.4617 -0.002 0.0012 -0.0006
O 1.3471 15.4922 15.9414 -0.002 -0.0001 -0.0026
O 2.1982 16.3357 12.8332 -0.0032 -0.0122 -0.0071
O 7.5137 10.2634 18.105 -0.0036 0.0035 -0.0014
O 5.6682 4.2291 20.8037 0.0008 -0.0014 -0.0022
O 2.6536 9.6056 16.5262 0.0009 0.0033 0.0018
O -5.1973 12.0342 17.2779 -0.0021 0.0016 -0.0014
O 9.3848 1.4252 8.6799 -0.0777 0.0411 0.0838
O 11.0407 8.8575 16.2637 -0.0069 0.0013 0.0004
O 10.489 13.5078 15.647 -0.0022 0.0022 -0.001
O 3.9094 14.409 13.8195 -0.0034 0.0079 -0.0086
O -0.9138 1.912 20.0581 -0.002 -0.0002 0.0014
O 7.0825 3.2675 8.6658 -0.1217 0.116 0.0949
O 9.8466 11.9465 17.5508 -0.0018 0.0051 -0.0045
O -1.0506 10.1824 19.3986 -0.0005 0.0009 -0.0003
O 1.2636 14.071 13.7085 0.0118 0.0036 -0.0093
O 12.8848 10.0884 20.9255 -0.0011 -0.0012 0.0003
O 10.0644 15.6465 14.3508 -0.0008 0.0049 -0.0014
O 1.5569 9.2001 14.1169 0.0064 0.0021 -0.0167
O 0.4605 5.7889 10.8438 0.0016 0.0109 0.0318
O 8.2503 3.8684 20.2586 -0.0042 0.0013 -0.0003
O 3.7562 9.4548 12.7659 -0.01 0.0072 -0.0024
O -5.7686 9.3957 17.2489 -0.0011 0.0009 -0.0014
O 5.2658 3.2871 10.5911 -0.0433 0.0836 0.0097
O 1.7317 10.4592 11.6602 -0.0104 -0.0083 0.0129
O 6.2936 4.5759 13.8548 0.002 0.0024 -0.0073
O 8.9425 1.8137 11.2208 0.0586 -0.0226 -0.0145

Results
free energy: -129409.036 eV
free energy less fixed offsets of O -568.88, Si -635.61 eV per atom: 1.884 eV

The program warned: the cutoff lies below the one the program advises for these potential files; the exchange-correlation potential is rough where the density is thin.
